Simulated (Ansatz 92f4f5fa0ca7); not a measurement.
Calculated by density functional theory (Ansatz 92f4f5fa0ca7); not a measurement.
Periodic cell of 226 atoms, Si133O92P1, from a study of silicon, its oxide and their interface. The atomic structure is a simulated model.
Doubt: the cutoff is low for norm-conserving oxygen, so forces and energies are approximate.
Doubt: the program's own warning below bears on the result.

Settings: functional HSE06; potential files SPMS norm-conserving; basis plane waves; wave-function cutoff 800 eV; density cutoff ratio 4; exchange-correlation grid ratio 1; k mesh 1 x 1 x 1, Gamma-centred; occupations fixed; spin none; net charge +1 e, with a uniform compensating background and no finite-size correction.

Cell vectors (angstrom)
a  10.938  0  0
b  0  10.938  0
c  0  0  31.9494

Atoms: element, x, y, z (angstrom)
Si  10.6301  -0.0133  24.4291
Si  5.0611  0.1666  24.6675
Si  2.7921  2.3099  24.5479
Si  8.5772  2.4099  24.5946
Si  10.6829  5.6089  24.3272
Si  5.1426  5.5899  24.4403
Si  2.9926  7.9335  24.3856
Si  8.4121  7.857  24.4191
Si  1.2841  1.125  25.8501
Si  6.8071  1.3329  25.7645
Si  3.9642  4.0171  25.7435
Si  9.6851  4.0298  25.8488
Si  1.331  6.7981  25.6575
Si  6.7955  6.7189  25.7241
Si  4.0051  9.4617  25.9243
Si  9.4813  9.4409  25.8163
Si  2.6414  -0.1426  27.2813
Si  8.1362  -0.0683  27.1593
Si  0.0715  2.6553  27.2161
Si  5.439  2.7312  27.1228
Si  2.6526  5.4268  27.1135
Si  8.1833  5.375  27.1261
Si  0.0123  8.1501  27.1347
Si  5.5069  8.1379  27.1671
Si  4.082  1.3217  28.4979
Si  9.5384  1.3212  28.514
Si  1.3833  4.0668  28.5685
Si  6.8017  4.0704  28.5256
Si  4.0746  6.7838  28.4876
Si  9.5559  6.7774  28.4815
Si  1.2937  9.4802  28.6271
Si  6.8174  9.5273  28.5629
Si  -0.0429  -0.0189  29.9327
Si  5.4475  -0.018  29.8986
Si  2.7679  2.712  29.9015
Si  8.1791  2.7087  29.8787
Si  -0.0222  5.4381  29.8945
Si  5.45  5.455  29.8896
Si  2.7333  8.145  29.9154
Si  8.2223  8.1707  29.8821
Si  1.3651  1.3753  31.2572
Si  6.8189  1.366  31.2609
Si  4.1121  4.0856  31.2775
Si  9.5419  4.0842  31.2583
Si  1.3512  6.8082  31.2761
Si  6.8255  6.8443  31.2486
Si  4.0823  9.5609  31.2677
Si  9.5497  9.5444  31.2898
Si  2.7361  0.0202  0.6832
Si  8.1978  0.0159  0.6734
Si  0.0059  2.754  0.6822
Si  5.4827  2.7478  0.7087
Si  2.7359  5.461  0.6815
Si  8.2029  5.4948  0.6709
Si  0.0143  8.2122  0.7094
Si  5.4784  8.2278  0.6893
Si  4.1003  1.3891  2.0703
Si  9.5981  1.3623  2.0355
Si  1.3526  4.1457  2.063
Si  6.8405  4.1578  2.05
Si  4.0927  6.8562  2.0348
Si  9.5756  6.8486  2.0691
Si  1.371  9.6211  2.065
Si  6.833  9.6316  2.0531
Si  0.0249  0.0449  3.4734
Si  5.4816  0.0475  3.4581
Si  2.7134  2.776  3.4071
Si  8.2574  2.7885  3.3408
Si  0.0245  5.5238  3.4786
Si  5.47  5.5353  3.4263
Si  2.741  8.246  3.3969
Si  8.2396  8.294  3.3876
Si  1.3742  1.4615  4.8471
Si  6.9097  1.4861  4.7264
Si  4.0589  4.162  4.7555
Si  9.5995  4.0855  4.7832
Si  1.3661  6.9831  4.8402
Si  6.8371  6.9963  4.7295
Si  4.0956  9.5787  4.792
Si  9.6194  9.5859  4.8408
Si  2.7577  0.0413  6.1368
Si  8.2952  0.1324  6.0898
Si  0.0182  2.8068  6.3075
Si  5.5119  2.8465  6.0663
Si  2.7536  5.6015  6.135
Si  8.253  5.6055  5.955
Si  0.0484  8.3149  6.3692
Si  5.5025  8.3103  6.2237
Si  4.4237  1.1896  7.3238
Si  9.8127  1.1591  7.6227
Si  1.1789  4.5133  7.5024
Si  6.6398  4.55  7.2436
Si  4.3255  6.7125  7.5368
Si  9.7301  6.6213  7.4976
Si  1.2796  9.9497  7.6994
Si  6.7227  9.9772  7.4096
O  9.5719  1.2126  23.9752
O  4.1107  6.783  23.8978
O  4.0063  1.2881  24.0316
O  9.5113  6.7212  23.863
O  -0.0264  5.5536  8.0132
O  5.5721  0.1365  7.9093
O  0.0719  0.0975  8.1458
O  5.5322  5.6176  7.8793
O  7.5945  3.9627  8.4337
O  8.7302  7.0578  8.7602
O  2.1791  9.4658  9.0386
O  8.8982  1.6855  8.9274
O  7.6235  9.4869  8.708
O  3.6072  1.8294  8.5955
O  3.5873  7.231  8.9439
O  2.0673  4.0227  8.8154
O  8.146  3.421  23.3364
O  0.4056  4.9397  22.9332
O  1.8604  2.7427  23.2521
O  5.8007  4.8185  23.0983
O  5.5215  10.1316  23.4133
O  2.4566  8.6804  22.9987
O  0.1874  10.0545  23.0841
O  7.7909  8.6615  23.0725
Si  8.6733  7.6827  18.42
Si  8.7885  6.3664  13.634
Si  3.8055  1.5473  14.7272
Si  2.1458  5.7371  17.6276
Si  2.4025  3.1284  19.5094
Si  9.8231  9.0356  12.0824
Si  1.3268  9.4075  22.0786
Si  9.1845  0.9756  13.1942
Si  1.4268  5.0628  13.0312
Si  1.8039  8.2587  12.8146
Si  6.6358  9.5801  22.4144
Si  4.5245  4.6112  15.6931
Si  8.2113  3.026  9.5838
Si  0.8473  8.2268  19.259
P  6.9912  1.354  21.0515
Si  8.2332  8.325  9.6715
Si  10.8835  5.2051  15.6051
Si  7.5835  9.4981  16.3059
Si  9.9615  2.0498  20.2769
Si  3.2187  8.5197  9.9103
Si  6.6872  3.3571  17.4003
Si  1.1591  0.1881  19.7975
Si  3.2386  2.8219  12.2968
Si  7.2295  5.3826  19.6811
Si  5.7533  8.6802  11.5395
Si  5.7935  6.0859  13.1938
Si  4.6624  9.6812  17.6209
Si  0.9864  3.5999  22.1895
Si  4.8868  1.4887  18.8059
Si  3.196  3.0903  9.5166
Si  6.4605  10.8306  13.7833
Si  10.3624  0.1158  15.9645
Si  5.6666  3.6611  11.1576
Si  9.8462  3.9092  11.9031
Si  2.3598  9.9357  15.5373
Si  6.1021  8.1101  19.7872
Si  6.9719  3.97  22.3883
Si  9.7396  2.7695  17.3436
O  7.1988  6.385  13.9815
O  1.8968  7.0438  18.6867
O  10.2716  4.0341  16.5248
O  6.1926  9.9716  17.0732
O  10.1568  0.7206  14.4756
O  8.4446  6.0989  18.8424
O  5.1847  0.6957  14.4404
O  5.7049  2.0598  17.5454
O  8.3117  1.9059  20.5115
O  2.0308  4.2777  18.4067
O  6.9714  2.8084  10.6502
O  4.875  2.7162  12.2304
O  6.0247  4.4028  16.3535
O  4.5638  3.9235  9.9484
O  10.6433  2.7698  21.5558
O  9.7204  6.1677  14.9806
O  6.0355  6.4785  19.9024
O  4.1377  0.1245  18.3752
O  9.2684  10.5585  12.2852
O  2.8571  4.361  12.7232
O  1.8979  10.6984  21.206
O  3.99  2.6713  19.4717
O  0.7491  10.054  15.9669
O  1.269  9.7916  18.8286
O  1.6868  1.6563  19.2698
O  8.9597  10.3756  16.5
O  4.904  8.5291  18.7624
O  9.5802  8.7585  10.4934
O  6.736  4.0729  18.8666
O  2.8455  1.7241  13.4111
O  5.8448  8.8389  21.2193
O  2.5425  2.4564  10.8787
O  7.6406  4.7961  21.1589
O  5.2176  7.4936  12.5594
O  0.4387  9.0728  12.5158
O  7.5947  1.0658  13.5883
O  7.1076  9.64  14.7479
O  8.9843  5.0349  12.7093
O  8.0907  8.0285  16.9057
O  6.2846  2.4938  21.8398
O  2.4746  9.0774  14.1129
O  0.4284  4.5048  11.8692
O  0.8066  8.3108  20.9276
O  9.3878  3.8422  10.3518
O  9.6685  2.3957  12.537
O  7.6474  8.5451  19.3935
O  2.5573  8.1725  11.3692
O  3.9896  3.0632  15.3847
O  0.8365  4.4935  14.4463
O  9.999  2.9935  18.9551
O  9.1518  7.8125  12.9567
O  10.4928  0.5221  20.0715
O  6.0358  5.0492  11.9386
O  8.1342  2.7278  17.0156
O  3.538  5.4845  16.7273
O  4.6675  9.143  10.3903
O  1.5432  6.6828  13.2
O  4.7654  5.5052  14.3438
O  2.0059  3.837  20.9266
O  10.5431  1.4037  16.9651
O  0.9362  6.0504  16.5808
O  7.3515  11.0217  21.851
O  6.0256  0.9413  19.9295
O  6.0754  10.0406  12.4046
O  2.8717  0.5562  15.6205
O  7.0607  8.0244  10.7824
O  10.2557  7.9905  18.6753
O  3.4624  9.2145  16.5866

Results
free energy: -56467.665 eV
free energy less fixed offsets of O -447.96, P -185.95, Si -113.29 eV per atom: -1.825 eV
gap between the highest filled and lowest empty level on this k mesh: 1.153 eV

The program warned: the cutoff lies below the one the program advises for these potential files; the model core charge is not resolved on the grid; the forces do not sum to zero within the program's tolerance; the exchange-correlation potential is rough where the density is thin.
